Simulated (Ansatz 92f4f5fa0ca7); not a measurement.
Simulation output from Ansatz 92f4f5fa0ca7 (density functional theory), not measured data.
Periodic cell of 240 atoms, Si148O92, from a study of silicon, its oxide and their interface. The atomic structure is a simulated model.

Settings
functional: PBE
potential files: Ansatz PAW
basis: plane waves
wave-function cutoff: 700 eV
density cutoff ratio: 5
exchange-correlation grid ratio: 1
k mesh: 2 x 2 x 1, shifted by 0.5 0.5 0.5 of a step
self-consistency stop: 5e-08 eV per atom in the density residual
occupations: fixed
spin: none
net charge: 0

Cell vectors (angstrom)
a	11.6015	0	0
b	0	10.938	0
c	0	0	32.2513

Atoms and the computed forces on them: element, x, y, z (angstrom), force x, y, z (eV/angstrom)
Si	-0.1733	0.3039	23.5045	-0.0218	0.0879	-0.031
Si	3.3486	-0.1833	23.5024	0.0359	0.024	0.0165
Si	7.8921	-0.3628	23.5991	0.0369	0.0396	-0.0155
Si	1.7625	1.4648	23.2796	-0.0303	-0.0111	0.0181
Si	5.1904	1.2404	23.5057	-0.0048	-0.0622	-0.0044
Si	8.9647	1.7402	23.6088	-0.0254	-0.0178	-0.0435
Si	0.5256	5.7226	23.5433	0.049	0.0057	-0.0254
Si	4.243	5.4092	23.7028	-0.1076	0.0123	-0.042
Si	8.2342	5.6708	23.7134	-0.0092	0.0365	-0.0773
Si	2.4954	6.9451	23.8745	-0.0182	-0.009	-0.0661
Si	6.1745	6.7944	23.565	-0.0276	0.0185	0.0027
Si	10.1758	7.0036	23.6822	-0.057	-0.016	-0.0549
Si	1.8687	2.7483	25.3346	0.0338	-0.0539	-0.02
Si	5.7275	2.6674	25.4407	0.0488	-0.041	0.0064
Si	9.5167	2.8919	25.5938	-0.0165	-0.051	0.0116
Si	-0.0194	4.1404	25.336	0.0669	0.0345	0.005
Si	3.8548	4.0442	25.5607	0.0563	0.0628	-0.0145
Si	7.6313	4.2074	25.5219	0.0045	0.0165	0.0047
Si	1.9368	8.3486	25.6512	-0.0024	-0.0807	0.0181
Si	5.8061	8.2091	25.4664	0.0273	-0.032	0.0108
Si	9.8279	8.2771	25.6139	0.0458	-0.0443	0.0074
Si	0.007	9.7903	25.498	0.0206	0.0334	-0.0029
Si	3.8531	9.6335	25.5387	0.0091	0.05	-0.0272
Si	7.8092	9.4476	25.6203	0.0451	0.0454	0.006
Si	0.0618	0.089	27.4676	-0.0241	-0.0329	0.0277
Si	3.9203	0.0584	27.4369	-0.017	-0.0176	0.0504
Si	7.7929	0.0085	27.4349	-0.0427	-0.0397	0.0079
Si	1.9867	1.4265	27.3531	-0.0246	0.0369	0.022
Si	5.868	1.3743	27.4134	-0.034	0.0207	0.0226
Si	9.7006	1.4004	27.4222	-0.0351	0.0421	0.0115
Si	-0.0064	5.4213	27.3715	0.0066	-0.0494	-0.0077
Si	3.8323	5.4832	27.4349	0.0319	-0.0707	-0.0065
Si	7.6752	5.5372	27.4482	-0.0367	-0.0456	0.0218
Si	1.8859	6.8236	27.4493	-0.0359	0.0755	-0.0157
Si	5.7438	6.8692	27.4199	0.003	0.0537	-0.0171
Si	9.6926	6.8007	27.4402	0.0513	0.0607	0.0069
Si	1.9336	2.7345	29.352	0.0848	0.0974	-0.2247
Si	5.8008	2.7345	29.352	0.1267	0.0831	-0.0806
Si	9.6679	2.7345	29.352	0.0273	0.1023	0.12
Si	0	4.1018	29.352	0.0244	-0.0855	-0.1566
Si	3.8672	4.1018	29.352	-0.0985	0.0389	0.1244
Si	7.7343	4.1018	29.352	-0.0663	0.134	0.0149
Si	1.9336	8.2035	29.352	-0.0603	-0.0295	0.1592
Si	5.8008	8.2035	29.352	-0.1551	0.1341	0.0366
Si	9.6679	8.2035	29.352	0.0037	-0.056	0.0291
Si	0	9.5708	29.352	0.0595	0.1113	-0.0193
Si	3.8672	9.5708	29.352	0.0593	0.1331	-0.0457
Si	7.7343	9.5708	29.352	0.0631	0.0313	0.0536
Si	0	0	31.2856	0.0111	0.0265	0.0358
Si	3.8672	0	31.2856	-0.0465	-0.0166	0
Si	7.7343	0	31.2856	0.0178	-0.0422	0.0258
Si	1.9336	1.3673	31.2856	0.028	-0.0162	-0.0821
Si	5.8008	1.3673	31.2856	-0.0012	-0.0443	-0.0018
Si	9.6679	1.3673	31.2856	-0.0263	0.0077	0.0238
Si	0	5.469	31.2856	-0.0089	0.02	-0.0686
Si	3.8672	5.469	31.2856	0.0253	-0.0011	-0.0135
Si	7.7343	5.469	31.2856	0.0062	0.0025	-0.0208
Si	1.9336	6.8362	31.2856	-0.0035	0.0588	0.0348
Si	5.8008	6.8362	31.2856	0.0091	0.0313	0.0142
Si	9.6679	6.8362	31.2856	0.0077	-0.0067	0.0582
Si	1.9336	2.7345	0.9679	-0.1003	-0.0366	-0.2454
Si	5.8008	2.7345	0.9679	0.0046	-0.0606	0.1726
Si	9.6679	2.7345	0.9679	-0.0277	-0.1389	0.1491
Si	0	4.1018	0.9679	0.0217	-0.082	-0.2237
Si	3.8672	4.1018	0.9679	0.0061	-0.09	0.0313
Si	7.7343	4.1018	0.9679	0.0355	-0.017	0.04
Si	1.9336	8.2035	0.9679	0.0705	-0.081	0.012
Si	5.8008	8.2035	0.9679	0.0247	0.0402	-0.2588
Si	9.6679	8.2035	0.9679	0.0092	-0.092	0.2006
Si	0	9.5708	0.9679	-0.0903	-0.0022	0.3005
Si	3.8672	9.5708	0.9679	0.0358	-0.1116	-0.0989
Si	7.7343	9.5708	0.9679	-0.0319	-0.0411	-0.0765
Si	-0.0386	-0.0443	2.9689	0.0206	-0.0471	-0.0118
Si	3.8526	0.0011	2.8766	-0.0007	-0.047	-0.0071
Si	7.7163	-0.0248	2.9029	0.0224	-0.0484	-0.0175
Si	1.9135	1.3079	2.8354	-0.011	0.0282	-0.0323
Si	5.7889	1.3424	2.918	0.0133	0.044	-0.0201
Si	9.6407	1.3479	2.9217	-0.0035	0.047	-0.0078
Si	0.0141	5.4699	2.8642	-0.0166	-0.037	0.0166
Si	3.8982	5.4521	2.9044	0.0004	-0.0407	0.0094
Si	7.7379	5.4584	2.9116	-0.0036	-0.0429	-0.0144
Si	1.952	6.8074	2.8895	-0.022	0.058	-0.0213
Si	5.8087	6.8019	2.8437	0.0013	0.0437	-0.0097
Si	9.6823	6.8209	2.9318	0.0007	0.0265	-0.0254
Si	2.0265	2.7163	4.6767	0.0116	-0.0704	0.0425
Si	5.8389	2.6128	4.9212	0.0291	-0.0753	0.0142
Si	9.6537	2.7638	4.8216	0.0003	-0.0392	-0.0144
Si	0.0343	4.0127	4.6986	-0.0124	0.029	-0.009
Si	3.9411	4.0766	4.8388	-0.0341	0.0801	0.0218
Si	7.6837	4.0687	4.8321	-0.0381	0.0731	0.013
Si	1.8905	8.183	4.8019	0.005	-0.1119	0.0496
Si	5.7007	8.1746	4.7252	-0.0528	-0.0712	0.0403
Si	9.6284	8.0805	4.9445	0.0502	-0.0005	-0.0119
Si	-0.0291	9.5403	4.9695	-0.055	0.0277	-0.0153
Si	3.8141	9.5482	4.7731	0.0086	0.048	0.0441
Si	7.7213	9.4475	4.7659	0.0912	0.083	0.0475
Si	0.5625	-0.0392	6.9038	-0.005	0.0505	-0.01
Si	4.0439	-0.1297	6.7527	-0.0439	-0.0123	0.0108
Si	8.0349	-0.2057	6.6993	0.0221	-0.0431	-0.0303
Si	2.3039	1.4438	6.6196	-0.0196	0.0138	-0.0242
Si	6.0334	1.0561	6.7977	0.0006	0.001	0.0313
Si	9.5238	1.5916	6.8619	0.0475	-0.0405	0.0048
Si	0.1366	5.1485	6.7226	-0.0513	0.0417	0.0262
Si	3.6313	5.3318	6.8533	-0.0048	0.0128	0.0236
Si	7.2907	5.4244	6.7232	-0.0176	0.0271	-0.0266
Si	1.7974	6.7635	6.6827	-0.0198	0.0114	-0.017
Si	5.5201	6.8867	6.6909	0.0164	-0.0124	0.0196
Si	9.1351	6.8065	6.9653	0.0436	-0.0107	-0.0239
O	6.879	4.5875	8.1061	0.0078	0	-0.013
O	5.8944	8.0453	7.8586	-0.0091	0.0186	0.0055
O	1.0947	10.0907	8.2418	-0.004	0.0012	-0.0166
O	6.0292	1.6773	8.3581	0.02	-0.0167	0.0146
O	1.6899	7.5246	8.1601	-0.0521	0.0412	-0.0101
O	10.3378	5.7251	7.3449	0.0772	-0.0571	0.0677
O	12.2011	3.9946	7.8117	0.008	0.0298	-0.0156
O	8.5447	9.7997	7.9984	0.006	0.0001	0.0075
O	3.9842	9.8651	8.1578	0.0248	0.005	-0.0131
O	-0.6873	0.8991	7.3859	-0.0618	0.0143	0.1137
O	3.2392	4.2311	8.1027	0.0032	-0.0048	-0.0127
O	9.1166	2.614	8.0957	-0.0007	-0.0234	0.0129
O	5.065	2.122	22.1426	0.0056	0.0257	-0.0069
O	6.3506	11.0619	23.3669	-0.0336	0.0571	0.0055
O	6.2218	7.616	22.1195	-0.0051	0.0216	0.0084
O	2.9784	7.7705	22.4934	-0.0529	0.0541	-0.0347
O	10.2984	7.7522	22.1914	0.0271	-0.0002	0.0218
O	-0.9305	10.3466	22.3612	-0.0122	0.0244	0.0269
O	8.6611	4.9894	22.2346	-0.0375	-0.0165	0.019
O	8.0794	2.4543	22.4083	0.0172	0.015	-0.0001
O	8.0746	9.5548	22.3087	-0.0046	-0.0076	-0.0139
O	1.5361	4.0536	19.8425	-0.0183	-0.0016	0.0041
O	1.6623	2.1319	21.7298	-0.0065	0.0147	-0.025
O	0.8766	5.3935	21.9313	-0.029	-0.0166	0.0075
Si	4.9181	3.5444	21.3945	0.0157	-0.0017	-0.0138
Si	1.0163	8.1729	12.0492	0.0014	-0.0088	-0.002
Si	7.2731	2.4234	13.7721	0.0003	0.0018	0.0063
Si	-0.6117	9.0331	21.4636	-0.0027	0.0049	-0.0214
Si	6.4483	0.8613	9.7263	-0.009	0.003	0.0008
Si	0.1671	0.1293	12.953	0.0024	-0.0068	0.001
Si	3.8311	6.6156	18.7376	0.0037	-0.0011	0.0124
Si	4.7367	9.3043	19.6639	0.0032	-0.0128	0.0068
Si	-1.684	3.6508	14.4961	-0.002	-0.0011	0.0047
Si	8.9944	2.5932	9.7345	0.0045	0.0011	-0.0011
Si	5.6351	7.1672	11.1507	-0.0131	0.0016	0.0065
Si	2.1715	1.8362	17.564	0.0015	0.0055	0.0059
Si	-2.2719	2.087	17.1658	0.0002	-0.0077	0.0109
Si	0.4658	2.3625	10.8404	0.007	-0.0003	-0.0002
Si	8.2905	8.2184	11.8068	0.0001	-0.0017	0.0044
Si	10.4093	6.6453	13.4008	0.0016	0.0013	-0.0027
Si	5.2005	9.0786	8.9293	-0.0055	-0.0142	0.0053
Si	0.0322	-3.0668	15.9556	0.001	-0.0018	0.0113
Si	0.7917	8.6439	8.9252	0.0107	-0.033	0.003
Si	-0.7329	6.1653	18.3517	-0.0084	-0.003	0.0117
Si	-1.6598	3.2123	19.1105	-0.0021	0.0102	0.0013
Si	2.5972	9.2105	21.8138	0.0166	-0.0452	0.0224
Si	1.9576	3.1472	8.1891	0.01	0.0008	-0.03
Si	4.2924	-0.3194	16.8862	0.0053	-0.0051	0.0038
Si	6.3538	1.958	16.5884	0.0037	-0.0061	0.007
Si	7.0298	8.7858	21.3205	-0.0039	-0.0052	-0.0067
Si	7.9481	3.7685	21.4403	0.0131	-0.0167	-0.0177
Si	9.1703	8.4315	8.6653	0.0094	0.0031	-0.0106
Si	5.1624	2.7612	11.4764	-0.009	0.0028	-0.0015
Si	8.8209	10.6834	13.7221	-0.0001	0.0029	0.0089
Si	4.4575	3.6572	18.3793	0.0032	0.005	0.0039
Si	3.1373	7.902	15.9186	0.004	-0.0019	0.0033
Si	1.384	5.5768	20.3867	0.0062	0.001	0.018
Si	9.6893	10.1163	16.638	0.003	0.0036	0.0161
Si	13.9905	3.6832	12.7613	0.0041	0.0029	-0.0049
Si	3.3957	6.6327	13.1924	0.0042	-0.0035	-0.0015
Si	-4.7832	4.62	9.7298	-0.017	-0.0001	0.0132
Si	1.0247	2.129	14.8295	0.0061	0.0036	0.0038
Si	1.0583	2.5538	20.2622	-0.0077	-0.0006	0.004
Si	9.1398	8.5296	19.1003	-0.0057	-0.0043	0.0055
O	7.7947	1.4963	17.1843	-0.011	0.0169	-0.0299
O	7.8727	-2.7238	20.0597	0.0064	0.0127	0.0065
O	3.2855	-1.4245	20.3709	0.0187	-0.0074	-0.0113
O	4.6937	6.4141	12.2324	-0.002	0.02	-0.0053
O	6.6859	8.0715	11.9851	0	-0.015	-0.0192
O	-1.3257	5.1809	14.0873	-0.0052	0.0034	-0.0089
O	-0.5833	2.5446	20.1745	0.0203	0.013	-0.0164
O	4.9029	7.7248	19.2684	-0.0211	0.0195	-0.0089
O	8.6757	8.2668	10.2184	-0.0042	0.0106	-0.0078
O	-8.4425	3.1326	17.5596	0.0088	-0.0189	0.0073
O	2.5022	7.8682	12.6275	-0.0159	-0.0157	0.0029
O	12.6155	9.04	21.4358	0.0175	-0.0108	-0.0078
O	-2.0658	7.0778	18.4832	0.0267	0.0126	-0.0015
O	2.8914	11.4149	17.0588	0.0094	0.0132	-0.0056
O	2.7884	6.3127	19.9667	0.0083	-0.0079	-0.0292
O	4.6342	5.2675	18.3082	-0.0239	-0.0061	0.0029
O	10.3743	9.1799	19.9678	-0.0122	-0.023	0.0137
O	5.3707	1.243	10.8986	0.0273	0.0153	-0.016
O	4.2927	3.2168	19.9412	0.02	0.0158	-0.0032
O	10.7995	8.4477	8.7411	0.0001	0.0205	0.0331
O	1.1861	8.5335	10.481	-0.0135	-0.0033	-0.0151
O	11.6436	-4.0602	12.3331	0.0064	0.0301	0.0162
O	-0.9173	7.6415	14.6583	0.0126	-0.0167	0.0017
O	0.2516	6.4622	19.6153	-0.0035	-0.0182	-0.0139
O	4.0017	9.2939	15.9823	-0.0111	-0.0082	0.0156
O	6.5898	2.781	15.2078	0.0148	-0.0258	0.0031
O	8.6751	3.2225	13.5353	-0.0062	-0.0186	0.0239
O	4.8584	-0.7088	18.3541	-0.0126	-0.0141	-0.0066
O	7.9969	12.2497	10.129	-0.0137	0.0196	-0.0137
O	5.8972	9.7808	20.6988	0.0066	-0.0151	-0.0052
O	-10.0082	1.5673	19.0683	-0.0033	0.0266	-0.0016
O	1.5528	2.4384	9.6111	-0.008	0.0049	0.0104
O	1.0105	3.5087	11.8838	0.0105	-0.0221	0.0016
O	11.5896	6.5567	16.9382	-0.0076	0.0226	0.0014
O	10.1939	11.662	16.8484	-0.0247	-0.0228	-0.0177
O	8.2438	3.9705	10.2337	-0.0079	-0.0256	-0.012
O	-1.028	1.7113	23.2417	0.0104	-0.0991	0.0121
O	-1.098	4.5895	18.423	0	0.0123	0.0196
O	-1.1114	13.4934	10.4068	-0.0137	-0.0008	-0.0043
O	13.176	-2.7817	15.5249	-0.0073	-0.0105	0.0071
O	0.376	9.4769	12.7714	0.0095	0.0007	-0.0145
O	-2.5623	-3.9425	12.5914	0.0062	0.0201	0.0005
O	6.2801	10.1857	9.4866	-0.0198	0.0039	-0.0083
O	6.3969	4.1997	21.2304	-0.0384	-0.0339	-0.0105
O	8.8708	10.0118	15.2206	0.0175	0.0196	-0.0059
O	3.1165	7.1855	17.3855	0.0199	0.0064	0.0013
O	1.0242	2.1787	16.4562	0.0203	-0.0076	-0.0107
O	-0.3197	2.8243	14.2594	0.0018	-0.0083	0.012
O	5.5387	3.7768	10.2649	0.0143	-0.0057	0.0137
O	3.6417	3.0388	11.9429	0.0055	0.002	0.0052
O	-1.3747	11.4061	13.3541	0.0047	-0.0013	0.0089
O	5.4137	0.6666	16.2356	-0.0002	0.0174	0.0116
O	5.7529	13.8909	17.7193	-0.0221	0	-0.0053
O	2.557	5.254	13.0978	0.0074	0.0054	0.0017
O	4.7229	8.1323	10.1784	0.0342	0.0048	-0.0073
O	-2.1287	3.2902	16.0368	-0.0042	-0.0167	-0.0159
O	-0.5517	-1.7267	16.6684	-0.0133	-0.0071	-0.0163
O	-7.7977	-3.9704	14.7452	-0.0259	0.0122	-0.0092
O	13.9025	13.8712	14.2112	-0.0256	-0.0096	-0.0173
O	1.0835	0.6115	14.2208	-0.0203	0.0121	-0.0154
O	8.639	-1.3312	12.5405	-0.0039	-0.0177	-0.001
O	7.592	11.7595	13.6717	0.0216	0.0134	0.0066
O	6.5561	6.132	10.2764	-0.0043	-0.0117	-0.0092
O	6.2125	2.9676	12.6875	-0.0131	-0.0115	-0.0145
O	0.5738	0.8984	11.5662	-0.0039	0.0211	0.0171
O	3.9834	4.5576	22.2714	0.0565	-0.0267	0.0077
O	8.5964	3.5253	19.9842	0.0047	0.0119	0.0252
O	8.7664	9.5665	17.8861	0.0287	-0.0137	-0.0038

Results
free energy: -146421.958 eV
free energy less fixed offsets of O -569.03, Si -635.61 eV per atom: -0.918 eV

The program warned: the cutoff lies below the one the program advises for these potential files; the exchange-correlation potential is rough where the density is thin.
